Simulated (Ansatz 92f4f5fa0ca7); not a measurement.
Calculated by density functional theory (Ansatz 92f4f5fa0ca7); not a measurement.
Periodic cell of 223 atoms, Si133O90, from a study of silicon, its oxide and their interface. The atomic structure is a simulated model.
Doubt: the cutoff is far below the 930 eV that the study's wrapper takes by default for these files, so forces and energies are approximate.
This geometry differs little from another in the collection (a relaxation step or a small displacement).

Settings: functional PBE; potential files Ansatz PAW; basis plane waves; wave-function cutoff 580 eV; density cutoff ratio 5; exchange-correlation grid ratio 1; k mesh 1 x 1 x 1, Gamma-centred; self-consistency stop 5e-08 eV per atom in the density residual; occupations fixed; spin none; net charge 0.

Cell vectors (angstrom)
a, 10.938, 0, 0
b, 0, 10.938, 0
c, 0, 0, 32.3408

Atoms and the computed forces on them: element, x, y, z (angstrom), force x, y, z (eV/angstrom)
Si, 0.4659, -0.5523, 24.7766, 0.0089, -0.0128, -0.0246
Si, 5.5608, -0.2776, 24.9298, 0.0011, -0.0032, -0.0008
Si, 2.5767, 2.9481, 24.9516, -0.005, 0.0093, -0.0087
Si, 8.061, 2.9626, 24.6844, 0.0007, -0.0021, 0.0045
Si, 0.3486, 5.2315, 24.847, 0.0026, -0.006, 0.0144
Si, 4.8497, 6.0216, 24.8368, -0.0176, 0.008, -0.0101
Si, 2.7129, 8.2337, 25.3231, 0.0031, 0.0025, 0.0191
Si, 7.9483, 8.5584, 24.7255, -0.002, 0.0047, -0.0018
Si, 1.3747, 1.2729, 26.1004, -0.0005, 0.0082, 0.0129
Si, 6.7858, 1.448, 26.0445, -0.0003, 0.0016, 0.0009
Si, 4.0688, 4.2228, 26.2184, -0.0073, -0.001, 0.0103
Si, 9.5627, 4.1298, 26.0962, 0.009, -0.0051, 0.0048
Si, 1.2786, 6.7796, 26.3661, 0.0005, -0.0041, -0.0019
Si, 6.7747, 6.8924, 26.014, 0.008, 0.0063, 0.0093
Si, 4.1707, 9.5971, 26.4716, -0.0029, -0.0014, 0.0008
Si, 9.5858, 9.5789, 26.1041, -0.0149, 0.003, 0.0077
Si, 2.7157, 0.0538, 27.6168, 0.0013, -0.011, -0.0086
Si, 8.1997, 0.0639, 27.4739, 0.0001, -0.0016, -0.0041
Si, -0.016, 2.6992, 27.4872, -0.0085, 0.0071, -0.0092
Si, 5.457, 2.7766, 27.5155, 0.0051, -0.0022, -0.003
Si, 2.7115, 5.4684, 27.6517, 0.0061, 0.0088, -0.0132
Si, 8.1707, 5.5062, 27.4649, 0.0009, -0.0051, -0.0039
Si, -0.0857, 8.2243, 27.5879, 0.0088, -0.0033, -0.0056
Si, 5.5434, 8.147, 27.6229, -0.0039, 0.0032, -0.0051
Si, 4.1018, 1.3673, 28.9226, 0.0895, 0.5464, 0.1511
Si, 9.5708, 1.3673, 28.9226, -0.0856, 0.0812, -0.2346
Si, 1.3673, 4.1018, 28.9226, -0.3232, -0.5596, 0.1363
Si, 6.8362, 4.1018, 28.9226, 0.116, 0.1708, -0.3757
Si, 4.1018, 6.8362, 28.9226, 0.1607, -0.0766, 0.4925
Si, 9.5708, 6.8362, 28.9226, -0.6117, -0.0945, 0.054
Si, 1.3673, 9.5708, 28.9226, -0.1987, 0.0136, 0.0615
Si, 6.8362, 9.5708, 28.9226, 0.5112, 0.2317, -0.0629
Si, 0, 0, 30.2898, -0.02, -0.0685, 0.004
Si, 5.469, 0, 30.2898, 0.0596, 0.0315, -0.0686
Si, 2.7345, 2.7345, 30.2898, 0.0135, 0.0086, 0.0462
Si, 8.2035, 2.7345, 30.2898, 0.0784, 0.0117, -0.0489
Si, 0, 5.469, 30.2898, -0.0805, -0.1561, -0.0549
Si, 5.469, 5.469, 30.2898, -0.091, 0.0088, 0.0339
Si, 2.7345, 8.2035, 30.2898, 0.0782, -0.0113, -0.0296
Si, 8.2035, 8.2035, 30.2898, 0.0686, 0.0571, 0.0503
Si, 1.3673, 1.3673, 31.6571, 0.0575, 0.0219, -0.0203
Si, 6.8362, 1.3673, 31.6571, -0.0526, -0.0119, -0.0258
Si, 4.1018, 4.1018, 31.6571, -0.0062, -0.011, 0.0009
Si, 9.5708, 4.1018, 31.6571, -0.0141, 0.0698, -0.0018
Si, 1.3673, 6.8362, 31.6571, 0.0294, 0.027, -0.0396
Si, 6.8362, 6.8362, 31.6571, -0.0327, 0.017, -0.0244
Si, 4.1018, 9.5708, 31.6571, -0.074, 0.0245, -0.0251
Si, 9.5708, 9.5708, 31.6571, 0.0049, -0.0346, 0.0001
Si, 2.7345, 0, 0.6835, 0.0514, -0.0424, 0.0156
Si, 8.2035, 0, 0.6835, 0.0043, 0.008, -0.012
Si, 0, 2.7345, 0.6835, -0.002, -0.0277, 0.0294
Si, 5.469, 2.7345, 0.6835, 0.0034, -0.003, 0.0271
Si, 2.7345, 5.469, 0.6835, -0.0055, 0.0207, 0.0014
Si, 8.2035, 5.469, 0.6835, 0.04, -0.0288, 0.0057
Si, 0, 8.2035, 0.6835, 0.0178, 0.0165, 0.0309
Si, 5.469, 8.2035, 0.6835, -0.0104, -0.0489, 0.0315
Si, 4.1018, 1.3673, 2.0507, -0.1258, -0.028, -0.0302
Si, 9.5708, 1.3673, 2.0507, -0.0138, -0.05, 0.0299
Si, 1.3673, 4.1018, 2.0507, 0.1354, 0.0834, 0.0354
Si, 6.8362, 4.1018, 2.0507, -0.0944, 0.0413, -0.0425
Si, 4.1018, 6.8362, 2.0507, -0.0324, -0.0039, 0.0458
Si, 9.5708, 6.8362, 2.0507, -0.0873, -0.0417, -0.0169
Si, 1.3673, 9.5708, 2.0507, 0.0273, -0.0341, -0.0026
Si, 6.8362, 9.5708, 2.0507, 0.1018, 0.158, 0.0389
Si, 0, 0, 3.418, -0.2872, -0.1684, -0.1647
Si, 5.469, 0, 3.418, 0.4304, 0.2815, 0.1289
Si, 2.7345, 2.7345, 3.418, 0.1301, -0.1422, -0.4674
Si, 8.2035, 2.7345, 3.418, -0.0297, -0.0182, 0.4507
Si, 0, 5.469, 3.418, -0.3294, -0.0214, 0.3184
Si, 5.469, 5.469, 3.418, 0.2409, -0.2262, -0.5165
Si, 2.7345, 8.2035, 3.418, -0.2286, 0.0181, -0.1056
Si, 8.2035, 8.2035, 3.418, 0.3616, -0.0568, 0.0964
Si, 1.3003, 1.42, 4.7221, 0.0287, -0.0027, 0.0109
Si, 6.892, 1.3501, 4.8844, 0.001, -0.0083, 0.0021
Si, 4.1985, 4.0133, 4.716, -0.0021, -0.0081, 0.0098
Si, 9.5417, 4.1016, 4.8627, 0.0065, -0.0019, 0.0052
Si, 1.3464, 6.8489, 4.7889, -0.009, -0.0056, 0.0083
Si, 6.8616, 6.7927, 4.745, 0.0096, -0.0009, 0.0135
Si, 4.1259, 9.5631, 4.7274, 0.0096, -0.0018, 0.0009
Si, 9.6254, 9.5383, 4.8414, -0.0106, -0.004, -0.001
Si, 2.8424, 0.1646, 5.9367, -0.0552, -0.0229, -0.0352
Si, 8.2233, -0.1122, 6.2862, 0.0073, 0.0154, -0.015
Si, -0.0657, 2.6533, 6.2272, -0.0084, 0.0082, -0.0113
Si, 5.5984, 2.8336, 6.2674, 0.0028, 0.013, -0.0059
Si, 2.7136, 5.3237, 5.9063, 0.0013, 0.0033, -0.0167
Si, 8.2249, 5.5541, 6.2623, -0.0089, 0.0037, -0.0047
Si, 0.1341, 8.2497, 6.3225, 0.0158, -0.0023, -0.0209
Si, 5.4121, 8.0968, 6.0286, -0.0063, 0.0074, -0.0272
Si, 3.86, 1.7297, 7.3546, 0.0046, 0.0221, 0.0458
Si, 9.9542, 0.9094, 7.6013, -0.005, -0.01, 0.0173
Si, 1.5864, 3.8805, 7.3492, 0.0088, -0.0158, 0.0091
Si, 6.5625, 4.5533, 7.6804, 0.0027, -0.0073, -0.006
Si, 4.135, 6.5259, 7.2445, 0.0069, -0.0282, 0.0135
Si, 9.3425, 7.1833, 7.6142, -0.0122, -0.0065, 0.0208
Si, 1.549, 9.9264, 7.4325, 0.0338, 0.021, 0.024
Si, 6.8695, 9.2012, 7.4487, -0.005, 0.0089, 0.0576
O, 10.9849, 5.8934, 23.3666, 0.0013, -0.0001, -0.0025
O, 4.529, 0.0369, 23.6823, 0.0028, 0, 0.0061
O, 8.0654, 8.1841, 8.0428, 0.0009, -0.0069, -0.0075
O, 2.7175, 2.7982, 7.885, -0.0026, 0.0104, -0.0013
O, 7.1528, 4.0666, 23.8529, -0.0006, 0.0012, -0.0013
O, 1.6765, 9.2645, 24.5231, -0.0007, -0.0007, 0.0003
O, 5.3011, 5.5842, 7.9407, -0.0051, 0.0061, 0.0021
O, 0.3423, -0.04, 8.0209, -0.0011, -0.0017, -0.0075
O, 7.0371, 4.2173, 9.232, -0.003, 0.0032, -0.0003
O, 5.7304, 9.6693, 8.5736, 0.0516, -0.0026, -0.0529
O, 10.0176, 6.5299, 8.9755, -0.0033, 0.0057, -0.0058
O, 2.8791, 9.6057, 8.7567, -0.0836, 0.0056, -0.0455
O, 4.3165, 0.9288, 8.7072, 0.004, -0.0058, -0.007
O, 1.0274, 4.7011, 8.6521, 0.0036, 0.0013, 0.0036
O, 9.2888, 1.308, 9.0442, 0.0016, 0.0017, -0.0052
O, 3.0051, 7.0421, 8.3141, -0.014, -0.0458, -0.0343
O, 7.3886, 6.2282, 22.2319, -0.0002, 0.0003, 0.0014
O, 8.875, 2.1378, 23.5095, -0.0013, 0.0003, 0.0007
O, 5.0918, 5.4975, 23.2991, 0.0001, 0.0016, 0.0067
O, 3.3206, 2.4078, 23.5801, -0.0017, 0.0016, 0.0039
O, 10.9171, -0.2518, 23.2264, -0.0011, 0.0016, 0.0126
O, 3.7337, 7.2105, 24.4974, 0.0026, -0.0045, -0.0038
O, 1.4363, 4.045, 24.4972, 0.0042, 0.0045, 0.0002
O, 6.7487, 9.6533, 24.3608, 0.0032, -0.0016, -0.0026
Si, 14.628, 1.063, 22.7403, 0.0012, -0.0006, -0.0019
Si, -1.2884, 2.5834, 22.1418, 0.0008, -0.0013, 0
Si, 0.7135, 11.5337, 22.0277, 0.0009, 0.0011, -0.0009
Si, 11.5922, 0.7461, 14.9237, -0.0002, 0.0019, 0.0025
Si, 5.7396, -0.6709, 11.9272, -0.038, -0.004, -0.0333
Si, 11.6445, 15.7311, 12.6081, -0.0083, -0.0116, 0.0072
Si, 9.3533, 1.5307, 10.6643, -0.0006, -0.0053, 0.0009
Si, 5.2652, 4.0303, 19.9637, -0.0006, -0.0001, -0.0001
Si, 9.8011, 8.0317, 13.462, -0.0058, 0.0032, 0.005
Si, 10.3857, -2.972, 16.4204, -0.0013, 0.0018, 0.0054
Si, 10.805, 5.2469, 9.6358, -0.0061, 0.0016, -0.0109
Si, -0.2969, 5.4461, 21.8262, -0.0004, -0.0006, 0.0002
Si, 8.5198, -1.2884, 11.4351, -0.0126, 0.0053, -0.0027
Si, 8.7764, 5.0282, 13.1661, -0.0017, -0.0005, 0.0049
Si, 7.222, 3.5229, 15.5512, -0.0019, -0.0031, 0.0039
Si, 12.2497, 6.0363, 15.3303, -0.0002, -0.0004, 0.012
Si, 5.6756, 5.6549, 17.3037, 0.0004, -0.0004, 0.002
Si, 4.4149, 10.3464, 9.2699, -0.0187, -0.1072, 0.1139
Si, 13.4016, 1.4496, 18.6644, 0.0001, -0.0002, 0.0015
Si, 9.6624, 0.7542, 19.8203, 0.0001, 0.0004, 0.0004
Si, -1.1234, 2.2519, 16.9448, -0.0005, -0.0002, 0.0016
Si, 12.6085, 9.8685, 17.1623, 0.0006, 0.0013, 0.0036
Si, 5.1554, 1.1055, 20.0189, -0.0004, 0.0003, 0.0013
Si, 3.5677, 7.7341, 16.3964, 0.0032, 0.0019, 0.0062
Si, 13.0117, 4.1073, 19.9991, 0.001, -0.0008, 0.0003
Si, -3.6129, 9.6589, 19.7351, -0.0006, 0.0009, 0.0001
Si, 8.3963, 7.4355, 21.8566, -0.0006, -0.0002, 0.0001
Si, 2.5388, 2.3988, 13.3553, 0.0031, -0.0095, 0.0039
Si, 5.6283, -1.4557, 14.8027, 0.0017, 0.0058, -0.0063
Si, 2.8034, 7.9919, 9.6317, 0.1028, 0.162, 0.0194
Si, -3.5712, -2.6544, 16.9863, -0.0006, 0.0013, 0.0017
Si, 0.7931, 11.599, 11.9749, 0.0019, 0.0032, 0.0019
Si, 6.4834, 4.9659, 22.6587, 0.002, -0.0013, -0.0022
Si, 1.5688, -7.1472, 17.179, -0.0003, -0.0021, 0.005
Si, 11.1642, 8.7987, 10.9524, -0.0111, 0.0109, -0.0086
Si, 5.4041, 1.3956, 14.0508, 0.0054, -0.0051, -0.0047
Si, 8.1334, 4.0543, 10.4245, 0.0012, -0.006, 0.0012
O, 8.1373, 2.5474, 11.0328, 0.0002, 0.0052, -0.0002
O, 5.6362, -1.71, 13.1865, 0.0027, -0.0041, 0.0132
O, 9.8191, 1.5393, 18.4103, 0, -0.0004, 0.0007
O, 3.6716, -6.6647, 20.3436, -0.0005, 0.0005, 0.0006
O, -1.3406, 8.9209, 10.42, 0.0062, -0.0024, 0.0041
O, 0.0858, 0.184, 20.5704, 0.0002, -0.0002, 0.0009
O, 1.1733, 7.9781, 9.9144, 0.0061, -0.0203, 0.0173
O, 15.0426, 2.368, 13.7893, -0.0034, 0.0043, -0.0005
O, 17.9078, -1.2295, 10.9912, 0.0145, -0.002, 0.0006
O, 12.507, 0.1487, 18.2498, -0.0001, 0.0002, -0.0006
O, 10.9338, 6.4231, 16.2472, 0.0011, -0.0005, -0.0025
O, 10.283, -2.3616, 14.9102, 0.0008, -0.0012, -0.0024
O, 7.8951, 4.4391, 14.3841, 0.0014, 0.0031, -0.0038
O, 13.2374, 12.1711, 12.2287, -0.0016, 0.0019, 0.0016
O, 6.7805, 6.7762, 16.9507, -0.0001, 0.0002, -0.0001
O, 11.104, 11.189, 13.4426, -0.0005, 0.0002, 0.0001
O, 12.9334, 4.6607, 15.8774, -0.0006, 0.003, -0.0039
O, 19.6744, -0.5262, 19.5127, -0.0002, -0.0001, 0.0007
O, 0.2887, 13.0985, 22.2965, -0.0002, -0.0004, 0.0008
O, 5.9727, 0.808, 12.6287, 0.0027, 0.0043, 0.0086
O, 5.6696, 2.5354, 19.3958, 0.0003, 0.0007, 0.0007
O, -1.9726, 1.7894, 20.8899, -0.0002, 0.0008, 0.0011
O, 5.1081, 0.0921, 15.0224, -0.0006, -0.001, 0.0018
O, 7.9731, 5.0557, 11.7136, -0.0009, 0.0015, 0.0001
O, 12.5355, 2.065, 14.66, 0, 0.0015, -0.0004
O, 6.1557, 4.1433, 21.3148, 0.0006, 0.0008, 0.0011
O, 1.7556, 4.7219, 18.5181, 0.0001, 0.0007, -0.0005
O, 0.9017, 10.2782, 11.0448, -0.0027, -0.0088, 0.0018
O, 3.8679, 0.74, 19.0869, 0.0001, 0.0001, 0.0001
O, 11.3377, 8.8778, 17.3681, 0.0001, -0.0005, -0.0012
O, 11.4786, 5.4633, 11.1143, 0.0097, 0.0036, 0.0044
O, 10.8869, 12.779, 11.1762, 0.0004, 0.002, 0
O, 3.0189, -1.9935, 17.3727, 0, -0.0004, -0.002
O, 6.0622, 4.3755, 16.3466, 0.0001, 0.0007, -0.0008
O, -2.2489, 8.1844, 23.2927, -0.0012, 0.0011, 0.0039
O, 0.9942, 16.8573, 13.7485, 0.0025, 0.0024, -0.0055
O, 10.1696, 4.1526, 12.9945, 0.0022, 0.0015, -0.0009
O, 5.7142, 5.1355, 18.8534, -0.0004, -0.0001, 0.0005
O, 9.5883, 4.1858, 21.872, -0.0005, 0.0009, -0.0001
O, 4.2183, 6.4047, 17.1105, -0.0009, 0.0009, -0.0017
O, 3.9114, 8.0004, 10.6993, -0.0453, -0.0119, -0.0574
O, 4.522, -0.4103, 10.8725, 0.033, 0.0294, 0.0245
O, 7.6285, 8.4729, 20.8386, 0.0004, -0.0003, 0.0006
O, 1.8483, 2.4426, 19.8643, -0.0001, 0.0009, 0.0001
O, 8.9547, -2.8936, 17.1482, 0.0007, -0.0002, -0.0004
O, -1.1508, 6.7483, 21.2422, -0.0002, 0.0001, 0.0003
O, -2.3265, -1.9445, 12.9137, 0.0053, -0.003, 0.0008
O, 9.0033, 0.2398, 11.5584, 0.0046, 0.0002, 0.0014
O, -0.6528, 12.0934, 15.819, 0.0004, 0.0006, -0.0005
O, 4.6268, 8.3796, 15.3891, -0.0026, -0.0025, -0.001
O, 8.3705, 2.9229, 16.5697, 0.0008, 0.0008, 0.0002
O, 2.3311, -3.6624, 15.4652, -0.0019, -0.0011, -0.005
O, -4.7398, 10.793, 20.1305, 0.0003, 0.0003, 0.0006
O, 9.6207, 4.1366, 9.7392, 0.0015, 0.0035, 0.0006
O, 13.4779, 2.4674, 17.3669, -0.0003, 0.0008, -0.0007
O, 2.326, 0.379, 22.1383, -0.0004, 0.0002, 0.0009
O, 11.064, 8.1102, 12.4217, 0.0075, -0.0022, 0.003
O, 6.5259, 2.2715, 14.8054, 0, 0.0017, 0.001
O, -1.7906, 6.5519, 13.5701, 0.0017, -0.0005, -0.0014
O, -0.0075, 3.4283, 17.0252, 0.001, 0.0012, -0.0002
O, 11.9984, 4.9257, 21.0229, -0.0004, 0.0006, 0.0011
O, 4.6677, 1.4708, 21.5259, -0.0008, -0.0003, 0.002
O, 7.0203, -1.7609, 15.6469, 0.0005, -0.0018, 0.0016
O, 12.504, -0.3918, 15.6699, -0.0002, -0.0008, -0.0019
O, 6.8041, -1.9183, 18.3324, 0.0004, 0.0005, 0
O, 12.9271, 3.7862, 12.6837, -0.0001, 0.0094, -0.0028

Results
free energy: -135731.548 eV
free energy less fixed offsets of O -568.88, Si -635.61 eV per atom: 3.782 eV

The program warned: the cutoff lies below the one the program advises for these potential files; the forces do not sum to zero within the program's tolerance; the exchange-correlation potential is rough where the density is thin.
